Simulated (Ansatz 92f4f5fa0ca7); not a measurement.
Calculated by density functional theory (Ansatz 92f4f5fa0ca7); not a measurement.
Periodic cell of 259 atoms, Si165O94, from a study of silicon, its oxide and their interface. The atomic structure is a simulated model.
Doubt: the cutoff is far below the 930 eV that the study's wrapper takes by default for these files, so forces and energies are approximate.
This geometry differs little from another in the collection (a relaxation step or a small displacement).

Settings
functional: PBE
potential files: Ansatz PAW
basis: plane waves
wave-function cutoff: 580 eV
density cutoff ratio: 5
exchange-correlation grid ratio: 1
k mesh: 1 x 1 x 1, Gamma-centred
self-consistency stop: 5e-08 eV per atom in the density residual
occupations: fixed
spin: none
net charge: 0

Cell vectors (angstrom)
a  10.938  0  0
b  0  10.938  0
c  0  0  38.2496

Atoms: element, x, y, z (angstrom)
Si  0  0  0.683
Si  5.469  0  0.683
Si  2.7345  2.7345  0.683
Si  8.2035  2.7345  0.683
Si  0  5.469  0.683
Si  5.469  5.469  0.683
Si  2.7345  8.2035  0.683
Si  8.2035  8.2035  0.683
Si  1.3673  1.3673  2.0503
Si  6.8362  1.3673  2.0503
Si  4.1018  4.1018  2.0503
Si  9.5708  4.1018  2.0503
Si  1.3673  6.8362  2.0503
Si  6.8362  6.8362  2.0503
Si  4.1018  9.5708  2.0503
Si  9.5708  9.5708  2.0503
Si  2.7345  0  36.1981
Si  8.2035  0  36.1981
Si  0  2.7345  36.1981
Si  5.469  2.7345  36.1981
Si  2.7345  5.469  36.1981
Si  8.2035  5.469  36.1981
Si  0  8.2035  36.1981
Si  5.469  8.2035  36.1981
Si  4.1018  1.3673  37.5654
Si  9.5708  1.3673  37.5654
Si  1.3673  4.1018  37.5654
Si  6.8362  4.1018  37.5654
Si  4.1018  6.8362  37.5654
Si  9.5708  6.8362  37.5654
Si  1.3673  9.5708  37.5654
Si  6.8362  9.5708  37.5654
Si  0.7874  -0.5761  27.9709
Si  5.2826  0.9509  27.398
Si  2.7041  2.6416  28.2793
Si  8.6292  4.6079  26.6844
Si  -0.99  6.5167  27.1347
Si  5.909  5.836  27.713
Si  2.4045  8.4868  28.0798
Si  8.3939  8.1974  27.8233
Si  1.3063  1.2241  29.4334
Si  7.1645  1.8626  29.6603
Si  4.0055  4.0646  29.5565
Si  8.9414  3.5011  29.5358
Si  1.2105  6.9224  29.3513
Si  6.9934  7.0271  29.3504
Si  4.1529  9.6176  29.1964
Si  9.685  9.6782  29.1243
Si  2.8575  0.0288  30.7288
Si  8.2798  0.0327  30.6454
Si  -0.1095  2.6403  30.708
Si  5.4528  2.8242  30.9456
Si  2.622  5.5478  30.7077
Si  8.1986  5.4667  30.6944
Si  -0.0786  8.2932  30.7265
Si  5.477  8.2755  30.6435
Si  4.1187  1.3673  32.1881
Si  9.5485  1.3339  32.1649
Si  1.3059  4.0747  32.0299
Si  6.8268  4.2308  32.199
Si  4.0618  6.9134  32.0373
Si  9.5642  6.837  32.0701
Si  1.3972  9.6089  32.0598
Si  6.8709  9.6007  32.0168
Si  0.0196  -0.0059  33.4831
Si  5.5216  -0.0066  33.4741
Si  2.6951  2.7493  33.4587
Si  8.1942  2.7724  33.4845
Si  0.0004  5.4722  33.4396
Si  5.4056  5.5582  33.489
Si  2.7241  8.2369  33.452
Si  8.1831  8.202  33.4286
Si  1.3647  1.3712  34.844
Si  6.8487  1.3826  34.843
Si  4.0828  4.1129  34.824
Si  9.5845  4.1148  34.8341
Si  1.3764  6.8376  34.8166
Si  6.8276  6.8625  34.8385
Si  4.1155  9.5761  34.8252
Si  9.5689  9.5538  34.818
Si  2.7439  -0.0035  3.413
Si  8.1946  -0.0021  3.4144
Si  -0.0037  2.7345  3.4172
Si  5.4946  2.7408  3.4118
Si  2.7236  5.4565  3.4073
Si  8.2151  5.4756  3.4051
Si  0.0023  8.1908  3.4058
Si  5.449  8.1944  3.4226
Si  4.1498  1.3451  4.7567
Si  9.5569  1.373  4.7759
Si  1.3726  4.0931  4.7855
Si  6.8527  4.1285  4.7761
Si  4.0813  6.8032  4.7838
Si  9.59  6.8171  4.7769
Si  1.3853  9.5357  4.76
Si  6.8265  9.563  4.7744
Si  -0.0018  -0.0369  6.072
Si  5.48  -0.0172  6.1742
Si  2.8003  2.7269  6.0813
Si  8.219  2.7842  6.152
Si  0.0117  5.4598  6.1782
Si  5.47  5.4647  6.1535
Si  2.708  8.1388  6.1647
Si  8.1847  8.1651  6.0985
Si  1.4659  1.2843  7.3473
Si  6.8255  1.443  7.4983
Si  4.1155  4.0834  7.5148
Si  9.6184  4.0943  7.572
Si  1.3273  6.8177  7.607
Si  6.8523  6.8204  7.5147
Si  4.1362  9.4555  7.4982
Si  9.5344  9.5484  7.4213
Si  2.6249  -0.2345  8.7471
Si  8.3481  0.1711  8.7253
Si  0.2359  2.6914  8.7177
Si  5.4744  2.765  8.9581
Si  2.7858  5.4526  8.9156
Si  8.174  5.4505  8.9215
Si  -0.1942  8.1639  8.8914
Si  5.4965  8.147  8.9487
Si  4.0932  1.7852  10.6128
Si  10.0182  1.177  10.0077
Si  1.7107  3.793  10.15
Si  6.626  4.3135  10.277
Si  4.4004  6.5446  10.2391
Si  9.1295  7.1042  10.2667
Si  1.0274  9.6985  10.1281
Si  6.7781  9.2118  10.6398
O  10.7897  7.0786  25.8238
O  3.8352  1.6151  27.6775
O  8.0047  8.1362  10.9365
O  2.8412  2.8269  10.8973
O  8.7402  3.7829  25.2815
O  0.9479  10.9504  26.4271
O  5.5046  5.4308  10.7939
O  0.0409  -0.0138  10.6573
O  7.2676  3.6028  11.6305
O  6.0446  9.7962  12.0086
O  9.8686  6.4013  11.5469
O  1.778  9.085  11.4626
O  4.7714  1.3118  12.0303
O  0.6729  4.3564  11.2882
O  9.3267  1.9709  11.2528
O  3.8083  7.3247  11.5681
O  7.5794  8.8221  26.4747
O  6.5899  1.6135  28.1143
O  5.0156  6.8667  26.8
O  2.0181  3.5136  27.0496
O  11.056  -4.7953  28.3223
O  -1.841  3.5857  27.8824
O  4.9058  15.6429  28.3185
O  5.5356  12.1562  25.797
Si  7.9233  3.426  23.9112
Si  3.483  7.2396  26.3263
Si  -1.6212  9.8923  20.9273
Si  14.3194  3.0687  17.9865
Si  5.9512  -0.1148  15.8494
Si  10.0644  4.8749  17.1044
Si  3.3294  5.4806  16.2287
Si  2.6796  4.2071  25.722
Si  4.5566  8.5329  23.7215
Si  10.4263  7.8707  24.4497
Si  8.1711  2.405  12.2954
Si  4.3791  9.6382  18.2731
Si  10.0571  3.7438  14.4208
Si  7.6436  8.379  16.7055
Si  9.5725  4.5366  21.7524
Si  13.2105  1.8246  20.737
Si  6.7105  9.0198  19.6982
Si  5.8678  11.2663  12.7605
Si  10.8062  11.7607  19.0062
Si  13.9257  6.6324  21.6082
Si  0.7058  -0.1317  24.8231
Si  6.1908  5.561  16.8231
Si  5.081  13.3736  24.7688
Si  5.0067  6.8499  19.3001
Si  11.1232  5.6095  12.1987
Si  -1.9324  11.4655  23.6307
Si  7.5647  8.95  24.8262
Si  1.4593  3.405  15.9919
Si  1.5639  4.0715  22.8623
Si  2.4489  7.8545  12.289
Si  -0.3341  7.8993  16.6037
Si  2.0971  8.1984  15.264
Si  -0.0127  7.1944  21.5653
Si  3.3901  0.4442  23.0626
Si  12.5284  9.8999  17.5213
Si  8.841  3.1262  19.0904
Si  6.4424  2.5851  17.362
O  7.3695  2.5234  18.7191
O  4.8912  2.5301  17.8168
O  10.9644  7.0142  23.1909
O  3.9986  7.5425  22.5317
O  5.4588  10.0685  19.4382
O  -0.9394  5.9455  21.013
O  2.7968  8.3366  13.8068
O  2.4417  4.5102  15.2411
O  13.6623  6.989  16.1737
O  10.9049  4.1212  22.5837
O  13.4626  5.328  22.4606
O  6.1092  7.602  20.2532
O  9.0829  4.5462  18.3449
O  11.5034  8.6439  17.7585
O  7.4802  8.7458  18.2857
O  9.1926  8.6136  16.297
O  7.184  6.8147  16.4317
O  8.3123  4.5871  22.8103
O  4.4647  7.9859  18.2189
O  6.7509  4.0276  16.6277
O  7.7207  9.5949  20.812
O  1.562  7.2951  21.0961
O  9.79  10.6253  19.5636
O  8.9298  2.9174  13.6311
O  13.3771  2.3749  16.8111
O  1.7234  3.8394  24.4604
O  6.1565  8.4341  24.1408
O  2.2387  9.6466  16.0332
O  2.9518  2.6287  19.4901
O  10.3083  6.4507  17.2128
O  7.2906  1.1196  12.7333
O  11.4259  7.8819  15.1818
O  -1.4243  10.8221  22.2296
O  8.8039  8.0226  24.2737
O  0.3012  9.2729  24.4528
O  2.8197  10.0036  18.6047
O  9.106  3.4035  20.6669
O  3.1142  0.6096  21.4487
O  10.1907  8.5447  21.089
O  5.7591  5.7089  18.4085
O  4.7576  10.4105  16.8888
O  5.4142  0.1245  14.3201
O  7.9148  10.4948  24.3865
O  0.5787  4.1413  17.1701
O  8.3611  1.9737  23.3299
O  3.6297  8.2197  25.0305
O  3.2786  4.704  17.705
O  6.6859  1.2664  16.399
O  0.6892  11.2407  17.6978
O  6.8924  9.4905  15.782
O  4.2982  10.0532  23.2385
O  0.8529  1.2291  20.2297
O  2.0147  11.2489  23.9601
O  10.6266  5.0228  13.6081
O  9.9387  13.0225  18.4999
O  4.2574  1.7312  23.56
O  9.3438  4.3872  15.7312
O  4.8968  5.6378  15.8173
O  1.4264  6.6109  12.3995
O  6.325  3.3066  24.177
O  10.3486  11.74  24.5133
O  2.7441  5.8287  25.9248
O  -7.1009  6.2438  20.2581
O  13.0233  2.8398  21.972
O  4.1645  3.5756  25.4921
O  11.3447  2.8048  14.8892
O  3.5405  0.4022  9.971
O  5.106  10.3606  28.0037
O  -3.8912  16.0224  26.7937
O  -14.4733  -11.3175  9.9732

Results
free energy: -158352.757 eV
free energy less fixed offsets of O -568.88, Si -635.61 eV per atom: -2.387 eV

Forces (eV/angstrom), in the order of the atoms: element, x, y, z
Si  0.0064  0.0209  -0.0059
Si  0.0356  0.0249  0.0024
Si  0.0323  -0.008  -0.007
Si  0.0192  -0.0588  -0.0109
Si  0.0111  -0.0274  -0.0071
Si  -0.0004  0.0038  0.0044
Si  0.0076  -0.0065  -0.0067
Si  -0.0203  0.0293  -0.0093
Si  0.0071  -0.0193  0.0281
Si  0.055  0.0095  -0.1274
Si  0.0231  -0.0831  -0.0088
Si  0.0177  -0.0202  -0.0887
Si  0.0073  -0.0581  -0.1359
Si  -0.0272  0.0567  0.015
Si  -0.0111  -0.0391  -0.0956
Si  0.0057  -0.0018  0.0031
Si  0.1172  0.0489  -0.0232
Si  0.1294  -0.025  -0.05
Si  -0.0013  0.0295  0.0821
Si  -0.1159  0.0841  -0.0599
Si  -0.0468  0.0326  0.0448
Si  -0.0546  0.0663  -0.0717
Si  -0.0226  -0.0891  -0.0868
Si  -0.0545  0.11  0.1472
Si  -0.042  -0.0018  0.0153
Si  -0.003  0.0084  -0.0035
Si  -0.0183  0.0114  0.011
Si  -0.0171  0.0106  -0.0018
Si  -0.0033  0.0031  0.0021
Si  0.0029  -0.0056  0.0154
Si  0.0153  -0.0186  -0.0164
Si  -0.0415  0.0295  0.0012
Si  0.0104  -0.0074  0.0044
Si  -0.003  0.0059  -0.0016
Si  -0.005  -0.0106  0.0041
Si  -0.0083  0.0102  -0.0192
Si  0.0244  -0.0347  -0.0263
Si  -0.0157  0.0033  -0.0033
Si  0.0007  -0.0013  -0.0044
Si  0.0071  0.0525  0.0146
Si  0.0021  0.0139  0.0001
Si  -0.0096  -0.0011  0.0083
Si  0.0107  0.0079  -0.001
Si  0.015  0.0072  0.0164
Si  0.0116  0.0024  0.0213
Si  -0.0084  -0.0201  0.0146
Si  -0.0192  -0.0034  0.0262
Si  -0.0145  0.005  -0.005
Si  0.0048  0.001  0.0112
Si  0.0029  0.0018  0.0009
Si  -0.0001  0.0039  0.0006
Si  0.0129  -0.0039  0.0217
Si  -0.0045  0.0085  0.0048
Si  0.0074  0.0063  0.0051
Si  0.0033  -0.0137  0.0103
Si  0.0002  0.0039  0.0063
Si  -0.0094  -0.0072  -0.0053
Si  0.001  0.008  0.0048
Si  -0.0058  -0.0136  -0.0042
Si  -0.0144  0.0016  0.0007
Si  -0.0045  0.0017  -0.0064
Si  -0.0072  -0.0065  -0.0093
Si  0.0116  -0.0019  -0.0075
Si  -0.0073  -0.004  0.0054
Si  -0.002  0.0005  0.007
Si  -0.0021  0.005  0.0065
Si  0.0014  0.0012  0.0011
Si  0.0042  -0.0083  0.0024
Si  0.0016  0.0078  0.0106
Si  0.0065  -0.0111  0.0054
Si  0  0.0021  -0.0002
Si  0.0017  -0.0025  0.0005
Si  0.004  0.0005  0.0027
Si  -0.004  0.0009  0.0006
Si  -0.0039  0.0046  0.0038
Si  -0.0021  -0.0057  -0.0014
Si  -0.0002  -0.0076  0.0027
Si  -0.0006  0.0037  0.0018
Si  0.0016  -0.0002  0.0001
Si  0.0015  0.0002  0.0057
Si  -0.0002  0.0006  0.0004
Si  -0.0008  0.0018  0.0011
Si  -0.0034  -0.0012  0.0013
Si  -0.0024  -0.0023  -0.001
Si  -0.0021  0.0013  0.0007
Si  0.0029  -0.0017  -0.0005
Si  0.0028  -0.0002  0.0008
Si  0.0018  0.002  -0.0015
Si  -0.0015  0.0027  -0.0024
Si  0.005  0.0033  0.0053
Si  0.001  0.0003  -0.0003
Si  -0.0001  -0.0013  0.0034
Si  0.0017  -0.0033  0.0011
Si  -0.0016  0.0032  -0.0001
Si  -0.003  -0.0068  0.0039
Si  -0.0024  -0.0006  -0.0032
Si  -0.0036  0.0031  0.001
Si  0.0018  0.0012  0.0192
Si  -0.0051  -0.0026  0.0062
Si  0.0013  -0.0006  0.0068
Si  -0.0005  -0.0025  0.0047
Si  -0.002  0.0008  0.0042
Si  -0.0017  0.0009  0.0052
Si  0.0091  0.0001  0.0039
Si  -0.0045  0.0077  -0.0179
Si  -0.0091  0.0002  -0.0096
Si  0.0054  0  -0.0231
Si  0.0033  -0.0061  0.0049
Si  -0.0017  0.0055  0.001
Si  -0.0063  -0.004  -0.0148
Si  0.0066  -0.0001  -0.0091
Si  0.007  -0.0139  -0.022
Si  0.0112  -0.0004  0.0075
Si  -0.0078  0.012  0.0141
Si  -0.0165  0.0135  -0.003
Si  0.0091  -0.0039  0.0058
Si  -0.0075  0.0096  0.0096
Si  0.0062  -0.0098  0.0059
Si  0.0114  -0.009  0.0028
Si  -0.0058  0.001  0.0099
Si  0.004  -0.018  -0.005
Si  -0.012  0.0083  0.0033
Si  -0.0117  0.0088  -0.0091
Si  0.029  -0.0131  -0.0132
Si  -0.022  0.012  -0.0115
Si  0.0214  -0.0213  -0.0063
Si  0.012  -0.0199  0.0065
Si  -0.0084  0.0158  -0.0088
O  -0.0147  0.0036  0.0045
O  -0.0024  0.002  0.0051
O  -0.0041  -0.0001  0.0078
O  0.0083  0.0007  0.0085
O  -0.007  -0.0008  0.0077
O  -0.0049  0.003  0.0095
O  -0.0043  0.004  0.0161
O  -0.003  0.0016  0.0056
O  -0.0022  -0.0012  0.0007
O  -0.0006  0.0002  0.0037
O  0.0031  -0.0027  0.0089
O  0.0043  -0.0049  0.0067
O  0.0047  -0.0034  0.0051
O  -0.0082  0.0066  0.0136
O  -0.001  0.0052  0.0037
O  0.0027  0.0007  0.0034
O  -0.0008  -0.0022  -0.0089
O  0.0039  -0.0013  0.0015
O  0.0095  -0.0122  0.0051
O  -0.0016  -0.0001  -0.0016
O  -0.0022  0.0049  0.009
O  0.0013  -0.0065  0.0044
O  -0.0031  0.0013  -0.0031
O  -0.0032  0.0051  -0.0125
Si  0.0093  0.0043  0.0116
Si  0.0021  -0.0007  0.0148
Si  -0.0023  -0.0077  -0.0086
Si  0.0033  -0.0047  0.0058
Si  -0.0015  0  0.0021
Si  -0.0104  0.0047  0.0033
Si  0.0017  0.0032  0.006
Si  -0.0017  0.0044  -0.0008
Si  -0.0017  -0.0091  0.0016
Si  -0.001  0.005  0.0065
Si  -0.0054  0.0015  -0.0016
Si  -0.0009  -0.0016  0.0018
Si  0.0008  0.0045  -0.0061
Si  0.0003  -0.0032  0.0043
Si  0.0012  -0.0032  -0.0037
Si  -0.0051  0.0011  -0.0021
Si  -0.0026  -0.0027  0.0028
Si  -0.004  0.0011  -0.0025
Si  -0.005  -0.0016  0.0002
Si  0.0019  -0.0011  -0.0027
Si  -0.0013  -0.0088  0.002
Si  0.0038  -0.0008  0.0075
Si  0.0079  -0.0042  0.0115
Si  0.0033  -0.0008  0.0009
Si  0.0043  0.0057  -0.0073
Si  -0.0005  -0.0036  -0.0015
Si  -0.0048  -0.0017  0.0016
Si  0.0027  -0.0036  0.0077
Si  -0.0014  0.0006  0.0045
Si  -0.0065  -0.0052  -0.0014
Si  -0.0024  -0.005  0.0075
Si  -0.0034  -0.002  0.0036
Si  0.0017  0.001  -0.0017
Si  -0.0059  0.0005  -0.0022
Si  -0.0008  0.0039  0.0075
Si  0.0008  -0.0047  -0.0002
Si  0.0014  0.0008  0.0047
O  -0.0002  -0.0012  0.001
O  -0.0041  0.0005  0
O  0.0012  -0.0061  0.001
O  -0.0021  -0.0008  0.0019
O  0.0017  0.0002  0.002
O  0  -0.0016  0.0041
O  -0.0009  0.0003  0.0064
O  -0.0004  -0.0012  -0.0019
O  -0.0015  0.0015  -0.0018
O  0.0012  -0.0017  0.0034
O  -0.0013  0.0005  0.0005
O  -0.001  0.0009  0.0024
O  0.004  0.0012  -0.005
O  0.0002  -0.0041  -0.0048
O  -0.002  0.0002  0.0014
O  0.0041  -0.0041  0.0001
O  0.0017  0.0025  0.0013
O  -0.0029  -0.0018  0.0034
O  0.0016  -0.0004  0.0019
O  -0.0009  -0.0015  0.0021
O  0.0088  0.0015  0.0041
O  0.0007  -0.0023  0.0083
O  0.0019  -0.0029  0.0097
O  0.0039  0.0015  0.0064
O  0.0008  -0.0011  0.0027
O  0.0018  -0.0013  0.0004
O  0.0007  0.0009  0.0055
O  -0.0015  -0.0035  -0.0006
O  -0.0013  -0.0015  0.0031
O  -0.0011  -0.0023  -0.0039
O  0.0046  0.0035  -0.0004
O  0.0037  -0.0005  0.0041
O  -0.0019  0.0031  0.0059
O  0.0046  0.0009  0.0082
O  -0.0029  -0.0009  0.0016
O  -0.0013  -0.0002  0.0004
O  0.001  0.0017  0.0051
O  0.0032  -0.0023  0.0052
O  -0.0057  0.0045  0.0067
O  -0.0019  -0.0002  -0.0001
O  -0.0007  -0.0002  0.0011
O  0.0019  -0.0004  0.0082
O  0.0018  0.0007  0.0032
O  -0.0024  -0.0004  0.001
O  -0.0029  -0.003  0.0027
O  0.0056  0.0045  -0.0021
O  -0.0026  -0.0011  -0.003
O  -0.0007  -0.0025  -0.0016
O  0.0009  -0.0021  0.002
O  0.0004  0.0006  -0.0011
O  0.0013  0.0027  0.0037
O  0.0031  0.0012  0.0052
O  0.0083  0.0001  -0.0008
O  -0.0039  -0.008  0.0059
O  0.0017  -0.0013  0.0059
O  -0.0022  -0.0027  0.0004
O  0.0028  0.0057  0.0141
O  -0.0043  -0.0018  0.0002
O  -0.0041  0.0022  -0.0024
O  -0.0044  -0.0017  0.0008
O  -0.002  0.0029  0.0043
O  -0.0005  -0.0126  -0.0013
O  -0.0034  0.0003  0.0093
O  0.0006  -0.0015  0.002
O  -0.0059  -0.0026  0.0047
O  -0.0012  -0.003  -0.0027
O  0.0008  0.0013  0.005
O  0.0112  -0.0064  -0.0022
O  0.0036  -0.0078  0.0088
O  0.0042  -0.0045  0.0019

The program warned: the cutoff lies below the one the program advises for these potential files; the forces do not sum to zero within the program's tolerance; the exchange-correlation potential is rough where the density is thin.
